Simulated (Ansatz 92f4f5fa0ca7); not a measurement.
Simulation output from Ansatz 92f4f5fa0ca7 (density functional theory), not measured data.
Periodic cell of 273 atoms, Si162O105As6, from a study of silicon, its oxide and their interface. The atomic structure is a simulated model.
This geometry differs little from another in the collection (a relaxation step or a small displacement).

Settings
functional: PBE
potential files: Ansatz PAW
basis: plane waves
wave-function cutoff: 700 eV
density cutoff ratio: 5
exchange-correlation grid ratio: 1
k mesh: 2 x 2 x 1, shifted by 0.5 0.5 0.5 of a step
self-consistency stop: 5e-08 eV per atom in the density residual
occupations: fixed
spin: none
net charge: 0

Cell vectors (angstrom)
a, 11.6015, 0, 0
b, 0, 13.3963, 0
c, 0, 0, 31.1303

Atoms and the computed forces on them: element, x, y, z (angstrom), force x, y, z (eV/angstrom)
As, -0.0724, -0.0523, 24.0941, -0.0002, 0.0032, -0.002
Si, 3.845, -0.0706, 24.3126, -0.0059, 0.0004, -0.0062
Si, 7.6947, 0.0486, 24.5727, 0.0023, 0.009, -0.0047
Si, 1.8082, 3.2236, 24.1085, 0.0114, 0.0027, 0.0056
Si, 5.8913, 3.4437, 24.4529, -0.0337, -0.0145, 0
Si, 9.4977, 3.3721, 24.4502, 0.0097, -0.0022, 0.0023
As, -0.0846, 6.6892, 24.1301, 0.0029, 0.0057, -0.0019
Si, 3.8591, 6.7046, 24.1953, -0.0119, 0.0099, -0.0034
As, 7.7045, 6.7007, 24.2617, 0.0024, 0.0023, 0.0046
Si, 1.7773, 10.0225, 24.3718, 0.0319, -0.007, -0.014
Si, 5.8694, 10.132, 24.596, -0.0229, 0.0225, -0.0131
Si, 9.6414, 9.8503, 24.5008, -0.0019, -0.0081, 0.0032
Si, -0.1041, 2.1745, 25.0765, -0.0028, 0.0049, -0.0053
Si, 3.8478, 2.2436, 24.9529, 0.006, 0.0094, -0.0031
Si, 7.6866, 2.243, 25.4252, 0.0092, 0.0017, 0.0044
Si, 1.8774, 5.5192, 24.9677, 0.0034, -0.015, 0.0008
Si, 5.763, 5.6534, 25.2479, 0.0022, -0.0025, 0.007
Si, 9.644, 5.6117, 25.251, -0.0004, -0.005, 0.0098
Si, -0.0137, 8.8087, 25.3037, -0.0023, -0.0036, 0.0067
Si, 3.8267, 8.9563, 25.0358, -0.0049, 0.0077, -0.0034
Si, 7.6928, 8.8419, 25.3645, 0.0073, 0.0029, 0.0015
Si, 1.8427, 12.2877, 25.1475, 0.0053, -0.0008, 0.0049
Si, 5.7518, 12.336, 25.3568, 0.0001, -0.0229, 0.0109
Si, 9.6577, 12.1987, 25.1327, -0.0042, 0.0092, 0.003
Si, -0.0295, 2.2345, 27.4849, 0.0023, -0.0014, 0.0016
Si, 3.8412, 2.2408, 27.423, 0.002, -0.0012, 0.0012
Si, 7.7167, 2.2416, 27.7301, -0.0006, -0.0019, 0.0038
Si, 1.9319, 5.547, 27.4214, -0.0135, -0.0008, -0.0034
Si, 5.7484, 5.5996, 27.5995, 0.0146, -0.0017, 0.0039
Si, 9.6714, 5.5773, 27.6007, -0.0084, 0.0107, -0.0065
Si, 0.0125, 8.8994, 27.6365, 0.0001, -0.0019, 0.0047
Si, 3.8412, 8.9299, 27.4698, 0.0004, -0.0071, 0.0099
Si, 7.7173, 8.9135, 27.6853, 0.0007, -0.0091, 0.0022
Si, 1.9151, 12.2863, 27.5344, -0.0145, 0.0032, -0.0006
Si, 5.7632, 12.3116, 27.6791, 0.0021, -0.0018, 0.0044
Si, 9.653, 12.2494, 27.5304, 0.0124, -0.0034, -0.0007
Si, 1.9193, 1.1327, 28.3145, 0.0022, 0.0011, -0.0075
Si, 5.741, 1.1516, 28.3879, 0.0024, 0, 0.0019
Si, 9.6806, 1.0922, 28.3621, -0.0133, 0.006, -0.0062
Si, 0.0129, 4.4522, 28.334, 0.015, 0.001, -0.0023
Si, 3.8263, 4.4454, 28.3301, 0.0037, -0.0019, -0.0052
Si, 7.7128, 4.502, 28.3831, -0.0143, 0.0054, 0.0001
Si, 1.9539, 7.7651, 28.3367, 0.0001, 0.0021, -0.0018
Si, 5.749, 7.8239, 28.3781, -0.0027, 0.0084, -0.0061
Si, 9.6716, 7.8014, 28.4001, -0.0038, 0.0039, -0.0064
Si, -0.0057, 11.1563, 28.3559, -0.0024, 0.0019, -0.0011
Si, 3.8276, 11.1456, 28.355, 0.0193, 0.0021, -0.0038
Si, 7.7202, 11.171, 28.3777, -0.0179, 0.0059, 0.0028
Si, 1.9336, 1.1164, 30.7353, 0.0139, 0.0644, -0.3181
Si, 5.8008, 1.1164, 30.7353, -0.2553, 0.1347, 0.0752
Si, 9.6679, 1.1164, 30.7353, 0.1066, -0.1009, -0.0377
Si, 0, 4.4654, 30.7353, 0.1105, -0.0109, -0.2736
Si, 3.8672, 4.4654, 30.7353, -0.1109, -0.1147, -0.2556
Si, 7.7343, 4.4654, 30.7353, -0.053, 0.1118, 0.2045
Si, 1.9336, 7.8145, 30.7353, 0.128, -0.1531, -0.2864
Si, 5.8008, 7.8145, 30.7353, -0.181, 0.0416, 0.0913
Si, 9.6679, 7.8145, 30.7353, 0.0118, -0.061, 0.2638
Si, 0, 11.1635, 30.7353, -0.0139, 0.07, 0.0295
Si, 3.8672, 11.1635, 30.7353, -0.1389, -0.0925, -0.0418
Si, 7.7343, 11.1635, 30.7353, 0.0643, 0.06, 0.0903
Si, 0, 0, 0.3944, -0.0217, 0.0031, 0.0919
Si, 3.8672, 0, 0.3944, 0.1555, 0.1092, -0.2652
Si, 7.7343, 0, 0.3944, 0.071, -0.0308, -0.1145
Si, 1.9336, 3.3491, 0.3944, 0.0285, 0.068, 0.1161
Si, 5.8008, 3.3491, 0.3944, -0.0878, -0.0817, -0.1795
Si, 9.6679, 3.3491, 0.3944, 0.0657, 0.0382, 0.0271
Si, 0, 6.6981, 0.3944, 0.0564, -0.0829, -0.1563
Si, 3.8672, 6.6981, 0.3944, -0.0887, 0.1474, 0.0714
Si, 7.7343, 6.6981, 0.3944, 0.092, 0.1269, 0.2264
Si, 1.9336, 10.0472, 0.3944, 0.1749, -0.1401, 0.1219
Si, 5.8008, 10.0472, 0.3944, 0.0385, -0.136, 0.3023
Si, 9.6679, 10.0472, 0.3944, -0.1392, -0.0368, 0.2303
Si, 0.0369, -0.007, 2.7739, 0.0059, -0.0047, -0.003
Si, 3.9141, 0.0157, 2.7298, -0.0084, -0.0012, 0.0042
Si, 7.764, 0.0143, 2.7533, 0.0012, -0.0095, 0.0072
Si, 1.9476, 3.3619, 2.7738, -0.0067, -0.0097, 0.0029
Si, 5.7792, 3.3494, 2.7356, 0.0003, 0.001, 0.0037
Si, 9.6912, 3.3613, 2.778, 0.0063, -0.0062, 0.0037
Si, 0.0352, 6.6727, 2.7427, -0.0103, -0.0002, 0.0015
Si, 3.8617, 6.7085, 2.7675, 0.0094, -0.0015, -0.0015
Si, 7.7563, 6.7325, 2.7932, -0.0015, -0.0041, 0.0021
Si, 1.9796, 9.9995, 2.785, 0.004, -0.0053, 0.0003
Si, 5.8204, 10.027, 2.8101, 0.0019, -0.0055, 0.0036
Si, 9.6532, 10.0455, 2.7962, 0.0014, -0.0085, 0.0045
Si, 0.0338, 2.229, 3.5728, -0.0017, 0.0123, -0.0047
Si, 3.8626, 2.227, 3.5778, 0.0076, 0.003, 0.0017
Si, 7.7204, 2.2622, 3.4968, -0.0017, 0.0068, -0.008
Si, 1.9552, 5.5878, 3.616, -0.0031, 0, 0.0076
Si, 5.7999, 5.5848, 3.4689, -0.0007, -0.0043, -0.0046
Si, 9.704, 5.608, 3.566, 0.0052, 0.0027, 0.0018
Si, 0.002, 8.8928, 3.4972, 0.0012, 0.0034, 0.0067
Si, 3.9161, 8.8951, 3.6912, -0.0081, 0.0036, -0.0039
Si, 7.7379, 8.9372, 3.7222, 0.003, 0.0021, -0.0037
Si, 2.0173, 12.2623, 3.462, -0.006, 0.0015, -0.0047
Si, 5.833, 12.2865, 3.5237, 0.0019, 0.0042, -0.0124
Si, 9.6896, 12.2924, 3.5807, -0.0015, 0.0053, -0.005
Si, 0.0642, 2.2631, 5.9472, -0.0143, 0.0026, -0.0031
Si, 3.8938, 2.2231, 5.9565, -0.0082, 0.0006, -0.006
Si, 7.6656, 2.2549, 5.8375, 0.0042, 0.0042, 0
Si, 1.9622, 5.5642, 6.0087, -0.0051, 0.004, -0.0042
Si, 5.7544, 5.4902, 5.7873, -0.0042, 0.0137, 0.0048
Si, 9.7718, 5.6038, 5.9418, 0.0038, -0.0029, -0.0087
Si, 0.0114, 8.8686, 5.839, 0.0041, -0.0053, -0.0117
Si, 3.9785, 8.8299, 6.1515, 0.0024, -0.0028, 0.0039
Si, 7.7244, 8.9353, 6.1978, 0.0022, -0.0105, 0.0005
Si, 2.122, 12.2357, 5.7891, 0.0007, 0.0066, 0
Si, 5.8532, 12.3784, 5.8711, -0.0023, 0.0012, -0.0025
Si, 9.7253, 12.319, 5.9672, -0.0143, 0.0056, 0.0073
Si, 1.9752, 1.0047, 6.726, -0.0011, -0.01, -0.0006
As, 5.8209, 1.1542, 6.9636, -0.0028, 0.008, -0.0011
Si, 9.6297, 1.239, 6.614, 0.0217, -0.0102, 0.01
As, 0.0492, 4.4493, 7.0149, 0.0045, -0.001, -0.0022
As, 3.904, 4.4235, 6.9698, 0.0015, -0.0005, -0.0007
Si, 7.7567, 4.5167, 6.5792, 0.0014, -0.007, -0.0022
Si, 1.9144, 7.8443, 6.8308, 0.0074, 0.0105, -0.0028
Si, 5.8904, 7.5203, 6.9509, -0.0102, -0.0031, -0.0192
Si, 9.7365, 7.8443, 6.8875, -0.0117, 0.0218, -0.0003
Si, 0.1488, 11.143, 6.3842, -0.0015, -0.0074, 0.0139
Si, 4.0651, 11.1309, 6.7717, -0.0128, -0.014, 0.002
Si, 7.7321, 11.3146, 6.829, 0.0315, 0.0039, 0.0049
O, 1.9622, 0.6952, 8.3658, 0.0011, 0.0012, 0.0068
O, 4.3689, 11.18, 8.4186, 0.0008, -0.0001, 0.0031
O, 7.7388, 4.8155, 8.2184, -0.0049, 0.003, 0.0029
O, 9.8776, 7.9541, 8.559, 0.0021, -0.0081, 0.0056
O, 6.032, 6.8843, 8.5395, 0.0084, -0.0015, 0.0128
O, 1.6989, 7.9865, 8.482, -0.0012, 0.0008, 0.0055
O, 9.3964, 1.5823, 8.213, -0.005, 0.0009, 0.0158
O, 0.5516, 11.0185, 7.9872, -0.002, 0.0036, 0.0149
O, 7.5374, 11.7532, 8.4451, -0.0056, -0.0044, -0.0004
O, 6.245, 10.6082, 23.0368, 0.0102, -0.0142, 0.0029
O, 3.9839, 13.0999, 22.6594, 0.0004, 0.0022, -0.0069
O, 6.3395, 3.7309, 22.8603, 0.0139, 0.0016, 0.0039
O, 1.6567, 3.0218, 22.4424, -0.0066, -0.0017, -0.0091
O, 9.0632, 3.4235, 22.8249, -0.0061, 0.0016, -0.0067
O, 7.5423, 0.3277, 22.9539, 0.0001, -0.0055, -0.0031
O, 1.4418, 9.9488, 22.7325, -0.0079, -0.0008, -0.0063
O, 3.9917, 6.6939, 22.5002, 0.0055, 0.0036, -0.0003
O, 9.6945, 9.3997, 22.9004, -0.0024, 0.0052, -0.0018
Si, 3.3144, 13.0067, 21.1637, -0.0061, -0.0003, 0.0114
Si, 11.8233, 1.768, 11.5148, -0.0004, -0.0019, -0.0036
Si, -0.7827, 13.6373, 15.6549, -0.0002, -0.0013, 0.0008
Si, 7.2444, 3.615, 11.3308, 0.0015, -0.0014, -0.0036
Si, 8.8343, 9.3229, 14.9318, -0.0027, 0.0006, 0.0022
Si, 10.437, 0.9365, 19.9215, 0.0041, 0.0026, 0.0059
Si, 1.7394, 4.001, 18.3672, 0.0004, -0.0014, 0.0019
Si, 8.8609, 10.2697, 11.9603, -0.0007, 0.0031, -0.0044
Si, 4.918, -2.9377, 12.6793, 0.002, 0.0019, -0.0008
Si, 3.6101, 0.4712, 14.775, 0.0014, 0.0002, 0.0036
Si, 10.1923, 6.6888, 15.4209, -0.0014, -0.0007, 0.0015
Si, 11.0522, -0.9733, 12.9226, -0.0022, 0.0002, -0.0013
Si, 5.7926, 7.1585, 18.6282, -0.0048, 0.0037, 0.0032
Si, 13.4104, 0.0337, 9.8455, 0.0013, -0.0044, -0.0083
Si, 7.6859, 3.5923, 21.934, -0.0009, 0.0027, 0.0097
Si, 11.4809, 11.1222, 9.4475, -0.0036, 0.0011, -0.0231
Si, 4.4581, -5.6255, 21.3494, -0.0042, 0.0002, 0.0048
Si, 1.4917, 2.2686, 20.9904, 0.0017, 0.0005, 0.0123
Si, 6.1726, -4.227, 16.3146, 0.0008, 0, 0.0027
Si, -4.5573, 5.8101, 9.3148, -0.0032, 0.0004, -0.0034
Si, 4.4044, 4.8964, 16.8901, -0.001, 0.0008, 0.0005
Si, 9.2373, 15.0163, 9.8188, 0.0029, -0.0041, -0.024
Si, 1.6583, 8.754, 9.9247, -0.0022, -0.0016, -0.0074
Si, 8.4585, -1.4242, 9.7785, 0.0042, -0.0013, -0.0067
Si, 9.4673, 7.6567, 10.1259, 0.0037, 0.0029, -0.0084
Si, 2.0742, -2.2085, 13.8122, 0.0005, 0.0005, 0.0004
Si, 6.403, 9.9132, 21.5844, -0.0084, 0.0074, 0.0184
Si, -0.9684, 11.9424, 18.0592, 0.0019, -0.0001, -0.0002
Si, 5.6897, -1.5434, 15.3121, 0.0001, -0.0005, 0.0025
Si, 1.374, 2.4867, 15.6752, 0.0003, -0.0004, 0.0021
Si, 6.8791, 3.4553, 15.8516, -0.0009, 0, -0.001
Si, 3.8441, 11.0732, 9.9593, -0.002, 0.004, -0.0074
Si, 5.5858, 2.3912, 13.4893, -0.0004, 0.0008, 0.0016
Si, 10.9816, 6.204, 18.3317, 0.0005, 0.0004, -0.0016
Si, -2.4112, 8.9482, 21.4311, 0.0025, 0.0035, -0.0002
Si, 1.1734, 4.3617, 13.1946, 0.0006, -0.0002, 0.002
Si, 5.8309, 7.5846, 13.6514, 0.0015, 0.0018, 0.0052
Si, 4.005, 5.134, 13.8661, 0.0006, -0.001, 0.0028
Si, 8.0724, 5.4454, 13.7713, 0.0014, 0.0003, 0.0014
Si, 7.5464, -0.8739, 17.4274, 0.0022, -0.0007, -0.0021
Si, 8.7494, 15.1183, 17.4346, 0.003, -0.0013, -0.0012
Si, 13.7699, 10.0282, 21.27, 0.0017, 0.0031, 0.0159
Si, 11.4897, 9.2154, 19.2572, 0.004, 0.0003, 0.006
Si, 0.0896, 8.9885, 14.4889, -0.0018, -0.0009, 0.0022
Si, 5.8126, -1.192, 19.8102, -0.0047, 0.0016, 0.001
Si, 7.8219, 0.6918, 21.4088, 0.0029, -0.0026, 0.0033
Si, 8.4291, 6.2098, 20.216, 0.0029, 0.0033, 0.0043
Si, 0.2786, 7.1654, 11.9663, 0.0004, 0.0007, -0.0034
O, 9.3965, 0.5162, 21.091, -0.0042, 0.0014, -0.0053
O, 7.1648, -1.067, 15.846, -0.0007, -0.0005, 0.0031
O, 10.9821, -0.4985, 19.3453, -0.0023, 0.0003, -0.0034
O, 1.383, -3.4179, 14.734, -0.0003, -0.0006, -0.002
O, -1.2718, 9.2906, 20.3631, -0.0051, 0.0004, -0.0042
O, 11.4021, -0.7419, 16.8122, -0.0036, 0.0018, 0.0007
O, 6.4334, 4.7646, 10.4474, 0.0027, -0.002, 0.0049
O, 1.2067, 2.9344, 17.2357, 0.0012, 0.002, 0.0002
O, 7.4321, 2.2395, 21.0458, 0.0024, 0.0026, -0.0012
O, 8.6786, 13.528, 10.234, 0.0003, -0.0001, 0.0042
O, 4.4609, 1.1918, 13.5422, 0.0009, 0.0014, 0.0004
O, -1.2191, 9.8734, 14.9782, 0.0013, -0.0019, -0.0026
O, -0.0422, 1.8402, 20.6592, -0.0039, -0.0014, -0.0054
O, 1.9586, 3.2901, 19.8143, -0.0013, 0.0024, -0.006
O, 7.2637, 6.747, 19.2056, 0.0007, -0.001, 0.0009
O, 5.201, -2.928, 16.0632, 0.0033, 0, -0.0032
O, -0.134, 7.7675, 18.4992, -0.0011, -0.0005, -0.0002
O, 0.6668, 5.2239, 18.538, -0.0016, 0.0008, -0.0009
O, 9.7662, 1.8536, 18.7161, -0.0011, -0.0017, -0.0028
O, 4.9945, 10.9492, 11.1157, -0.0009, -0.0014, 0.0051
O, 3.7026, 5.3088, 15.4666, 0.0019, -0.0008, -0.0004
O, 1.5997, 7.5982, 11.0866, -0.0035, 0.0001, 0.0021
O, 2.3627, 0.9001, 20.9601, 0.0001, 0.0007, -0.0057
O, 11.6125, 7.5398, 15.2849, -0.001, 0.0022, -0.001
O, 8.2246, 2.7782, 10.3372, -0.0039, 0.0065, 0.0054
O, 1.2928, 9.4546, 20.0308, -0.0108, -0.0004, -0.0045
O, 7.6952, 9.755, 16.0224, -0.0023, 0.0019, -0.0025
O, 8.807, 7.3636, 21.3176, -0.0015, -0.0019, -0.0087
O, 2.7408, 4.7106, 12.9417, -0.0008, 0.0011, 0.0001
O, 6.6592, 2.2471, 14.742, -0.0012, 0.0024, 0.0001
O, 3.0579, -0.9201, 10.2494, -0.001, 0.0007, 0.0009
O, 6.2899, 2.4583, 12.0145, 0.001, 0.0023, 0.0012
O, 11.1718, 0.5623, 12.3952, 0.0014, -0.0003, -0.0003
O, 5.9174, 8.3681, 21.7685, 0.0031, 0.0006, -0.0071
O, 0.8979, 11.6736, 12.8057, 0.0015, -0.0004, 0.0018
O, 7.2475, 6.8063, 13.3142, -0.0017, -0.0024, -0.0007
O, 3.3292, -2.948, 13.095, 0.0007, 0.0019, -0.0003
O, 5.9739, 8.5883, 17.8288, 0.0002, -0.0016, -0.0022
O, 8.0678, 3.1076, 16.93, -0.0016, -0.0017, -0.0012
O, 7.5435, 0.7061, 17.8361, 0.0025, -0.0007, -0.0017
O, 7.8167, 11.17, 11.0619, 0.0019, -0.0015, 0.0018
O, 11.2293, 10.437, 18.2075, -0.0004, 0.0012, 0.0011
O, 13.2549, 1.2718, 10.8945, -0.0028, 0.0016, 0.0025
O, 5.4706, 3.6762, 16.6593, 0.0013, 0.0017, -0.0016
O, 2.5143, 11.5953, 21.0003, 0.0025, 0.0034, -0.0027
O, 5.2588, 6.1106, 17.527, 0.0004, -0.0008, 0
O, 5.5357, 10.7587, 20.5112, 0.0043, 0.0025, -0.0047
O, 4.6681, 7.182, 19.8363, 0.0038, -0.0001, -0.0052
O, 9.011, 11.8751, 17.7879, -0.0009, 0.0036, -0.0004
O, 0.451, 12.5252, 10.0485, 0.0029, 0.0039, 0.0034
O, 12.0636, 5.7931, 12.8377, -0.0012, 0.001, -0.0021
O, 12.1472, 3.1612, 12.2915, 0.0005, 0.0015, -0.0008
O, -2.6348, 7.7614, 15.3777, 0.0037, 0.0006, -0.0005
O, 4.4351, 13.061, 19.9688, 0.0057, -0.0018, -0.0024
O, 7.3201, 4.833, 15.0913, 0.0008, -0.001, -0.0019
O, -2.4272, 8.9877, 11.0117, -0.0016, -0.0012, 0.0018
O, 12.7021, 3.822, 14.7521, 0.0009, -0.0001, -0.0021
O, 11.5541, 8.4663, 12.932, 0.0005, -0.0007, -0.0003
O, 9.8763, 11.2659, 9.3397, -0.0029, 0.002, 0.0083
O, 5.0196, 3.8978, 13.6855, -0.002, 0.0007, -0.0028
O, 3.2098, 4.5244, 17.9183, -0.0005, 0.0014, -0.0021
O, 4.7095, 13.106, 15.7109, -0.0002, 0.0002, -0.0026
O, 3.4469, 9.0349, 21.3482, 0.0019, -0.0047, -0.0051
O, 8.1519, 6.7041, 10.1061, -0.0003, 0.0011, 0.0008
O, 7.9257, 9.8934, 21.0426, 0.0013, -0.0018, 0.0033
O, 9.8016, 5.8504, 19.4045, -0.0017, 0.0018, -0.0006
O, 0.3454, 9.7302, 10.1668, 0.0007, -0.0028, 0.0016
O, 10.0838, 11.3431, 12.1812, 0.0006, 0.0001, 0.0024
O, 0.2991, 1.3633, 15.2349, 0.0001, 0.0012, -0.0005
O, 6.9999, -0.3748, 20.5328, -0.0023, 0.0008, -0.004
O, 5.557, -4.4485, 12.7769, -0.0018, 0.0005, 0.0009
O, -1.146, 12.6599, 14.4163, 0.0017, 0.0024, 0.0005
O, 8.0802, 4.3846, 12.5237, -0.0018, -0.0009, -0.0004
O, 9.6547, 5.6782, 14.225, -0.0024, -0.0029, -0.0019
O, 5.6826, 11.5179, 13.6927, -0.0025, -0.0017, 0.0003
O, -2.0943, 1.0482, 16.16, 0.0001, 0.0021, 0.0006
O, 10.3389, 5.9292, 16.8472, 0.0013, 0.0016, 0.0022
O, 5.8235, 7.997, 15.2343, 0.0016, 0.0022, -0.0035
O, 10.6677, 6.8792, 10.9094, 0.0005, 0.0009, 0.0035
O, 10.7133, 2.0418, 10.3648, -0.0026, -0.0012, 0.0065
O, 2.5716, 12.6335, 14.4341, 0.0004, -0.0002, -0.0007
O, 8.321, 9.7227, 13.4142, 0.0035, -0.0001, -0.0008
O, 4.6205, 6.5393, 13.3255, 0.001, -0.0003, 0.0005
O, 6.316, -1.5117, 18.2961, 0.0006, 0.002, -0.0001
O, 7.8609, 4.8799, 20.9617, 0.0011, 0.0012, -0.0046
O, 2.8289, 1.7337, 15.4765, -0.0013, -0.001, -0.0016
O, 2.9622, 9.7066, 10.0763, -0.0011, -0.0004, 0.0033

Results
free energy: -191862.771 eV
free energy less fixed offsets of As -4857.07, O -569.03, Si -635.61 eV per atom: -3.381 eV

The program warned: the cutoff lies below the one the program advises for these potential files; the exchange-correlation potential is rough where the density is thin.
